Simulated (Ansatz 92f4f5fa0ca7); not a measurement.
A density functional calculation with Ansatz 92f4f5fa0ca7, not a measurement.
Periodic cell of 372 atoms, Si240O132, from a study of silicon, its oxide and their interface. The atomic structure is a simulated model.
Doubt: the cutoff is far below the 930 eV that the study's wrapper takes by default for these files, so forces and energies are approximate.
This geometry differs little from another in the collection (a relaxation step or a small displacement).

Settings
functional: PBE
potential files: Ansatz PAW
basis: plane waves
wave-function cutoff: 580 eV
density cutoff ratio: 5
exchange-correlation grid ratio: 1
k mesh: 1 x 1 x 1, Gamma-centred
self-consistency stop: 5e-08 eV per atom in the density residual
occupations: fixed
spin: none
net charge: 0

Cell vectors (angstrom)
a, 11.6015, 0, 0
b, 0, 13.3963, 0
c, 0, 0, 42.325

Atoms: element, x, y, z (angstrom)
Si, 0, 2.2327, 1.1851
Si, 3.8672, 2.2327, 1.1851
Si, 7.7343, 2.2327, 1.1851
Si, 1.9336, 5.5818, 1.1851
Si, 5.8008, 5.5818, 1.1851
Si, 9.6679, 5.5818, 1.1851
Si, 0, 8.9308, 1.1851
Si, 3.8672, 8.9308, 1.1851
Si, 7.7343, 8.9308, 1.1851
Si, 1.9336, 12.2799, 1.1851
Si, 5.8008, 12.2799, 1.1851
Si, 9.6679, 12.2799, 1.1851
Si, 1.9336, 1.1164, 1.9745
Si, 5.8008, 1.1164, 1.9745
Si, 9.6679, 1.1164, 1.9745
Si, 0, 4.4654, 1.9745
Si, 3.8672, 4.4654, 1.9745
Si, 7.7343, 4.4654, 1.9745
Si, 1.9336, 7.8145, 1.9745
Si, 5.8008, 7.8145, 1.9745
Si, 9.6679, 7.8145, 1.9745
Si, 0, 11.1635, 1.9745
Si, 3.8672, 11.1635, 1.9745
Si, 7.7343, 11.1635, 1.9745
Si, 1.9336, 1.1164, 4.3426
Si, 5.8008, 1.1164, 4.3426
Si, 9.6679, 1.1164, 4.3426
Si, 0, 4.4654, 4.3426
Si, 3.8672, 4.4654, 4.3426
Si, 7.7343, 4.4654, 4.3426
Si, 1.9336, 7.8145, 4.3426
Si, 5.8008, 7.8145, 4.3426
Si, 9.6679, 7.8145, 4.3426
Si, 0, 11.1635, 4.3426
Si, 3.8672, 11.1635, 4.3426
Si, 7.7343, 11.1635, 4.3426
Si, 0, 0, 37.9844
Si, 3.8672, 0, 37.9844
Si, 7.7343, 0, 37.9844
Si, 1.9336, 3.3491, 37.9844
Si, 5.8008, 3.3491, 37.9844
Si, 9.6679, 3.3491, 37.9844
Si, 0, 6.6981, 37.9844
Si, 3.8672, 6.6981, 37.9844
Si, 7.7343, 6.6981, 37.9844
Si, 1.9336, 10.0472, 37.9844
Si, 5.8008, 10.0472, 37.9844
Si, 9.6679, 10.0472, 37.9844
Si, 0, 0, 40.3525
Si, 3.8672, 0, 40.3525
Si, 7.7343, 0, 40.3525
Si, 1.9336, 3.3491, 40.3525
Si, 5.8008, 3.3491, 40.3525
Si, 9.6679, 3.3491, 40.3525
Si, 0, 6.6981, 40.3525
Si, 3.8672, 6.6981, 40.3525
Si, 7.7343, 6.6981, 40.3525
Si, 1.9336, 10.0472, 40.3525
Si, 5.8008, 10.0472, 40.3525
Si, 9.6679, 10.0472, 40.3525
Si, 0, 2.2327, 41.1419
Si, 3.8672, 2.2327, 41.1419
Si, 7.7343, 2.2327, 41.1419
Si, 1.9336, 5.5818, 41.1419
Si, 5.8008, 5.5818, 41.1419
Si, 9.6679, 5.5818, 41.1419
Si, 0, 8.9308, 41.1419
Si, 3.8672, 8.9308, 41.1419
Si, 7.7343, 8.9308, 41.1419
Si, 1.9336, 12.2799, 41.1419
Si, 5.8008, 12.2799, 41.1419
Si, 9.6679, 12.2799, 41.1419
Si, 0.6702, -0.0078, 30.35
Si, 5.7736, -1.1892, 31.6013
Si, 9.8598, -3.184, 30.6189
Si, 2.3913, 7.8173, 28.5217
Si, 4.9488, 6.372, 28.8318
Si, 8.6748, 3.4526, 30.7962
Si, -2.1608, 5.4326, 31.8748
Si, 1.92, 5.9178, 32.1007
Si, 7.8322, 7.1771, 29.9771
Si, 1.8906, 9.8562, 30.8333
Si, 7.8481, 9.1924, 31.1675
Si, 7.7106, 13.2653, 30.8606
Si, -0.0366, 2.8286, 30.572
Si, 4.7824, 2.2251, 31.7734
Si, 7.1891, 1.9739, 31.8485
Si, 0.3309, 5.7051, 29.2034
Si, 4.3261, 4.4595, 31.2522
Si, 11.4003, 6.615, 31.2232
Si, -0.093, 8.9422, 31.7107
Si, 3.4808, 8.6645, 31.9826
Si, 5.7873, 10.1237, 30.5542
Si, 2.2542, 12.2109, 31.5
Si, 4.0952, 13.5754, 30.7637
Si, 9.655, 12.3068, 31.6518
Si, 0.0431, 2.4059, 33.8419
Si, 3.9815, 2.2332, 34.0344
Si, 7.7137, 2.1503, 34.1247
Si, 1.8465, 5.615, 34.3602
Si, 5.6076, 5.5017, 33.983
Si, 9.5257, 5.5534, 34.179
Si, -0.0643, 8.9482, 34.0779
Si, 3.7883, 8.9408, 34.2517
Si, 7.6981, 8.947, 33.7096
Si, 1.9523, 12.278, 33.9024
Si, 5.7888, 12.2598, 34.0045
Si, 9.6418, 12.2673, 34.0151
Si, 1.9498, 1.1563, 34.6401
Si, 5.8097, 1.0538, 34.9362
Si, 9.751, 1.1411, 34.7182
Si, -0.1083, 4.4813, 34.9314
Si, 3.7865, 4.4214, 34.9631
Si, 7.5812, 4.4212, 34.8291
Si, 1.8441, 7.8622, 34.995
Si, 5.8011, 7.7877, 34.6909
Si, 9.5613, 7.8473, 34.7685
Si, 0, 11.1953, 34.7873
Si, 3.8462, 11.2047, 34.848
Si, 7.7122, 11.1072, 34.7524
Si, 1.929, 1.1224, 37.102
Si, 5.7987, 1.0985, 37.2594
Si, 9.6907, 1.1246, 37.1394
Si, -0.011, 4.4584, 37.2553
Si, 3.866, 4.4549, 37.2748
Si, 7.7091, 4.4621, 37.1939
Si, 1.9166, 7.8268, 37.298
Si, 5.8181, 7.8047, 37.122
Si, 9.6474, 7.8265, 37.1646
Si, 0.0067, 11.172, 37.1739
Si, 3.8674, 11.176, 37.2076
Si, 7.7293, 11.148, 37.1557
Si, 0.0118, -0.0049, 5.1285
Si, 3.8721, 0.0132, 5.1995
Si, 7.7253, -0.0037, 5.1464
Si, 1.9485, 3.3465, 5.0888
Si, 5.7961, 3.3409, 5.1255
Si, 9.662, 3.3576, 5.0969
Si, 0.0016, 6.7125, 5.0812
Si, 3.8845, 6.6739, 5.1174
Si, 7.7532, 6.695, 5.0745
Si, 1.9423, 10.0416, 5.2104
Si, 5.7779, 10.0673, 5.1617
Si, 9.6751, 10.0453, 5.1364
Si, 0.063, -0.0288, 7.4934
Si, 3.8948, 0.0616, 7.6277
Si, 7.7347, -0.0282, 7.5247
Si, 1.9858, 3.3529, 7.4273
Si, 5.8305, 3.2963, 7.49
Si, 9.6693, 3.3854, 7.4385
Si, 0.1063, 6.7529, 7.4105
Si, 4.0336, 6.577, 7.4747
Si, 7.8821, 6.706, 7.4034
Si, 1.9965, 10.0065, 7.6487
Si, 5.7334, 10.1181, 7.5602
Si, 9.7147, 10.0314, 7.5091
Si, 0.0194, 2.2646, 8.085
Si, 3.8719, 2.3194, 8.4365
Si, 7.7791, 2.2047, 8.2594
Si, 1.996, 5.5809, 8.1506
Si, 6.0623, 5.5013, 8.2369
Si, 9.8458, 5.6136, 8.2541
Si, 0.0209, 8.9124, 8.3918
Si, 3.9274, 8.7313, 8.3443
Si, 7.6936, 8.9556, 8.1042
Si, 1.9927, 12.2797, 8.4198
Si, 5.8028, 12.36, 8.5221
Si, 9.7022, 12.2753, 8.226
Si, 0.015, 2.3789, 10.3805
Si, 3.7844, 2.4887, 10.8848
Si, 7.7851, 2.4161, 10.6102
Si, 1.615, 5.6063, 11.4222
Si, 9.8209, 5.5948, 10.635
Si, 7.6951, 4.7589, 10.8199
Si, -0.1969, 9.0073, 10.7854
Si, 3.4876, 8.6534, 11.3985
Si, 9.642, 7.6983, 11.6917
Si, 1.8836, 12.4482, 10.8234
Si, 5.6741, 12.7558, 10.9936
Si, 9.8018, 12.4682, 10.5508
Si, 1.78, 1.2969, 11.4202
Si, 5.8542, 1.6139, 11.6367
Si, 9.7716, 1.2724, 11.3049
Si, -0.2012, 4.1852, 11.8151
Si, 3.4906, 4.4977, 12.1661
Si, 6.0813, 5.5403, 13.2112
Si, 1.422, 7.854, 12.0249
Si, 5.6419, 8.4339, 13.4564
Si, 7.8962, 9.1019, 11.2802
Si, -0.017, 11.2643, 11.4926
Si, 3.8065, 11.6873, 11.8919
Si, 8.3235, 11.3026, 11.8597
O, 3.2514, 4.0307, 13.7286
O, 5.5601, 9.6222, 14.576
O, 10.1487, 1.114, 12.9438
O, 9.7146, 7.5292, 13.3459
O, 1.3099, 1.3639, 13.0356
O, 6.192, 1.8643, 13.2715
O, 1.2525, 7.8907, 13.6892
O, -0.125, 11.2543, 13.1661
O, 3.867, 11.4885, 13.541
O, -0.3369, 3.4471, 13.3493
O, 5.9575, 4.372, 14.3115
O, 8.8172, 11.2903, 13.4375
O, 6.4219, 3.7661, 27.1871
O, 1.8733, 9.193, 29.2758
O, 7.8634, -0.2131, 29.177
O, 11.1239, 5.9355, 27.7791
O, 8.9349, 6.8989, 28.7762
O, 0.6841, 12.5838, 28.9261
O, 10.1612, 10.2664, 28.9827
O, 3.9668, 7.6683, 28.8612
O, 5.2134, 10.2411, 28.9999
O, 12.0316, 4.1165, 29.6685
O, 0.473, 7.4485, 24.827
O, -0.7378, -0.0585, 31.1759
Si, 7.7027, 11.3793, 23.4157
Si, 4.3884, 10.7336, 14.9036
Si, 7.4235, 9.8263, 25.9839
Si, 2.5304, 9.126, 16.8657
Si, -0.5548, 0.0251, 16.216
Si, 7.8455, 3.6194, 27.9578
Si, 8.5189, 7.1814, 22.3313
Si, 1.4151, 11.5717, 17.9986
Si, 7.4512, 7.9813, 19.6389
Si, 10.4398, 2.1136, 23.7603
Si, 4.0616, -0.6181, 17.0518
Si, 0.8729, 8.5504, 25.9596
Si, 5.2013, 5.5773, 17.1372
Si, 9.5241, 6.0786, 27.4745
Si, 0.64, 10.5336, 20.8287
Si, 7.4461, 0.7268, 27.9083
Si, 7.666, 3.8126, 16.8249
Si, 7.649, 6.989, 25.3235
Si, 11.4582, 1.8121, 13.6739
Si, -1.0125, 4.799, 22.6165
Si, 4.6414, 14.8226, 19.0204
Si, 7.3352, 1.5696, 20.2922
Si, 9.3111, 14.9933, 18.3503
Si, 4.3903, 7.7315, 19.0608
Si, 6.1223, 2.7814, 14.6183
Si, 12.2103, 12.7021, 27.2999
Si, 7.8452, 6.7517, 16.8159
Si, 2.6216, 10.9019, 25.6337
Si, 3.5547, 2.118, 16.4412
Si, -1.6667, 2.5743, 20.9252
Si, 6.242, 13.7445, 22.8901
Si, 2.6099, 8.3925, 21.553
Si, 5.6057, 4.8572, 26.2927
Si, 4.4297, 13.8523, 28.4287
Si, 2.1748, 1.6426, 26.5511
Si, 2.8326, 11.1176, 22.6427
Si, 1.9549, 1.7214, 23.7888
Si, 8.2323, 13.8148, 24.9602
Si, 10.2869, 10.3629, 27.3584
Si, 10.2308, 11.098, 14.2279
Si, 4.9603, 10.8787, 27.5159
Si, 9.2035, 9.8009, 21.2013
Si, 3.541, 13.8065, 21.7047
Si, 1.0667, 7.0881, 15.1055
Si, 2.8811, 4.086, 25.0531
Si, 2.805, 4.5401, 15.2155
Si, 1.3539, 6.4917, 23.8242
Si, 9.8929, 8.0387, 14.887
O, 9.4874, 1.4462, 24.8965
O, 6.169, 4.2573, 17.4141
O, 0.3668, 5.5484, 22.9592
O, 3.0151, 11.8932, 17.9194
O, 4.4971, 6.1913, 18.4864
O, 2.3216, 5.59, 24.7888
O, 7.5183, 7.1032, 21.0336
O, 4.7571, 14.3476, 22.6605
O, 3.8736, 2.4562, 18.0164
O, -0.8629, 3.9635, 21.2126
O, 8.6488, 3.0038, 17.8309
O, 3.6259, 8.7433, 18.0178
O, 3.2571, 1.3569, 27.7361
O, 4.4893, 4.1443, 25.3515
O, 1.0006, 11.5168, 19.5705
O, 5.0829, 0.1211, 18.1056
O, 3.1279, 11.5224, 24.2049
O, 4.5018, 12.4178, 27.6767
O, -3.1942, 5.2393, 16.4872
O, 1.2317, 11.1801, 22.2253
O, 8.8405, 10.1503, 26.6859
O, 4.0002, 5.2729, 16.0652
O, 6.6943, 5.6813, 25.4127
O, 3.1655, 0.5401, 16.2921
O, 4.8688, 2.2913, 15.5057
O, 10.2084, 3.7361, 23.8046
O, 8.3457, 10.914, 22.0123
O, 6.9836, 8.2596, 26.12
O, 6.2161, 6.7547, 16.6061
O, 7.0918, 0.5483, 21.519
O, 3.5729, 7.6537, 20.4715
O, 9.3843, 5.8345, 22.4172
O, 8.1216, 7.1718, 18.3796
O, -0.5011, 7.1564, 15.5359
O, 10.2571, 9.6263, 14.9236
O, 9.487, 8.4853, 22.135
O, 1.8814, 11.9943, 26.581
O, 6.9519, 1.0891, 24.1655
O, 2.1612, 0.9187, 22.3998
O, -0.9737, 10.4466, 20.8066
O, 1.5578, 9.7777, 25.1458
O, 5.9301, 2.1402, 19.7044
O, 3.8004, 10.223, 26.5596
O, 8.122, 14.1519, 19.106
O, -1.1575, 1.9529, 19.4993
O, 8.9766, 4.5597, 27.3007
O, 8.5547, 7.7918, 15.7843
O, 1.3144, 9.0273, 20.7439
O, 10.3471, 12.2301, 15.371
O, 9.9377, 14.0888, 17.1881
O, 2.3829, 3.1591, 15.9896
O, -0.3829, 9.1266, 26.8219
O, 2.2081, 7.3397, 22.7287
O, 10.1533, 1.5858, 22.2254
O, 10.8665, 11.8441, 26.9009
O, 7.4828, 10.1066, 24.3852
O, 1.5365, 5.5308, 14.9967
O, 2.5955, 3.2272, 23.6807
O, 9.1225, 6.7801, 26.0484
O, 8.6848, 12.4529, 24.1742
O, 0.3709, 1.7629, 24.1208
O, 4.8965, 11.8693, 15.9764
O, 6.2638, 12.1271, 23.1641
O, 5.8908, 8.3361, 19.3228
O, 7.7735, 13.4141, 26.4774
O, 3.6092, 14.38, 20.1955
O, 8.2994, 2.8043, 20.7917
O, 2.6564, 1.0172, 25.1015
O, 1.2813, 10.0432, 17.4089
O, 5.8824, 1.1611, 28.1375
O, 7.7411, 7.3254, 23.7433
O, 2.0034, 7.9528, 26.9583
O, 8.3359, 9.3443, 19.886
O, 3.6008, 12.184, 21.6743
O, -0.0821, 14.6492, 15.2145
O, 1.9517, 7.7281, 16.2969
O, 8.3381, 2.082, 27.8742
O, 7.4689, 2.7705, 15.5558
O, 0.7367, 0.9092, 26.9366
O, 2.1079, 3.2816, 26.2969
O, 3.1624, 9.9303, 15.5967
O, 6.349, 10.7906, 26.7029
O, 0.5926, -0.6872, 17.1538
O, 3.4049, 9.6285, 22.2879
O, 7.7528, 4.0332, 29.5372
O, 4.1742, 8.1336, 12.8044
O, 2.6971, 4.5674, 31.5176
O, 14.6278, -6.2952, 31.7241
O, 6.17, 6.9765, 13.9732
O, 5.2881, 5.267, 32.3507
O, 7.4366, 5.278, 12.3668
O, 4.8305, 5.4558, 12.1669
O, 0.0954, 2.9164, 32.2253
O, 3.9382, 8.0837, 9.9155
O, 6.5769, 8.9278, 12.2356
O, 12.5075, 1.5946, 30.0663
O, 8.0815, 19.6376, 31.3085
O, 6.4754, 5.3755, 9.8613
O, 1.8134, 6.3467, 28.9625
O, 4.8466, 5.8795, 27.2906
O, 3.9433, 10.21, 11.1786
O, 4.6022, 5.099, 29.7821
O, 24.9501, 5.5768, 9.7769
O, 7.4055, 8.9091, 9.7334
O, 4.9533, -4.4949, 31.273
O, 6.8423, -14.7943, 11.8779
O, 6.4141, 6.9136, 29.2393
O, 9.9735, 15.97, 30.2489

Results
free energy: -227634.831 eV
free energy less fixed offsets of O -568.88, Si -635.61 eV per atom: 3.729 eV

Forces (eV/angstrom), in the order of the atoms: element, x, y, z
Si, -0.0019, 0.0027, 0.0272
Si, -0.0165, 0.0111, -0.0336
Si, -0.0054, -0.011, 0.0047
Si, 0.0149, -0.0153, 0.0357
Si, -0.0044, -0.0274, -0.0109
Si, -0.0227, -0.0085, 0.0133
Si, -0.033, 0.0076, -0.006
Si, -0.0062, -0.0172, 0.0068
Si, 0.0153, -0.0047, -0.0118
Si, -0.0172, 0.0253, -0.0352
Si, 0.0015, 0.026, 0.0421
Si, 0.0229, 0.0125, 0.0464
Si, 0.0603, -0.0525, 0.017
Si, -0.0268, -0.0217, 0.0077
Si, -0.009, -0.0293, 0.0006
Si, 0.0041, 0.0025, -0.022
Si, 0.0535, -0.0329, 0.0042
Si, -0.0428, -0.0215, 0.0014
Si, 0.0812, 0.0726, -0.019
Si, 0.0164, 0.0698, -0.0226
Si, 0.0295, 0.0529, 0.0007
Si, 0.0767, -0.0424, 0.0068
Si, -0.0773, 0.0526, -0.0092
Si, -0.0129, -0.0374, -0.0233
Si, 0.1629, -0.1298, -0.0277
Si, -0.0825, -0.1, 0.0382
Si, -0.0173, -0.0962, 0.1412
Si, 0.062, 0.0332, -0.0766
Si, 0.1363, -0.0916, -0.3417
Si, -0.1119, -0.0835, -0.2442
Si, 0.2005, 0.1496, 0.0924
Si, -0.0046, 0.16, 0.0952
Si, 0.0571, 0.1669, -0.3847
Si, 0.1967, -0.1278, 0.116
Si, -0.1552, 0.1499, 0.2531
Si, -0.1019, -0.0345, 0.183
Si, 0.12, 0.1178, -0.262
Si, -0.3398, 0.0726, 0.0683
Si, 0.3184, -0.121, -0.2401
Si, -0.0703, -0.3039, 0.0951
Si, 0.0626, -0.1108, 0.3973
Si, -0.2567, -0.148, 0.0348
Si, -0.3989, 0.0678, 0.1571
Si, 0.2389, 0.1288, -0.0601
Si, -0.074, 0.0165, -0.0845
Si, -0.0168, 0.3078, 0.2673
Si, 0.0261, -0.1546, -0.2634
Si, -0.0057, 0.0453, -0.1901
Si, 0.0587, 0.04, 0.014
Si, -0.1475, 0.056, -0.0049
Si, 0.1243, -0.0338, 0.0138
Si, -0.0314, -0.1159, 0.0163
Si, 0.0016, -0.0491, 0.0051
Si, -0.096, -0.0563, 0.0121
Si, -0.14, 0.0092, 0.0109
Si, 0.0927, 0.0588, 0.0229
Si, -0.0158, 0.0058, -0.0033
Si, -0.0185, 0.1236, -0.005
Si, 0.0045, -0.0623, -0.0084
Si, 0.0143, 0.0241, 0.0114
Si, 0.005, 0.0055, -0.0019
Si, 0.0247, -0.0059, 0.0458
Si, -0.0001, 0.0257, 0.0232
Si, -0.01, 0.0079, -0.0815
Si, 0.0095, 0.0094, 0.0073
Si, 0.0145, 0.0075, 0.0158
Si, 0.0336, -0.0167, -0.002
Si, -0.006, 0.0081, 0.0026
Si, -0.0075, -0.0088, -0.0141
Si, 0.0118, -0.0331, 0.0643
Si, -0.0101, -0.0151, -0.0939
Si, -0.012, -0.0161, -0.013
Si, 0.0114, -0.0337, 0.0213
Si, 0.0187, 0.1194, 0.1006
Si, -0.0014, -0.0179, -0.0159
Si, -0.0231, 0.0223, 0.0264
Si, -0.006, 0.0095, 0.0117
Si, -0.0094, -0.0087, 0.0079
Si, 0.0154, 0.0282, -0.0342
Si, 0.0394, -0.0251, -0.1319
Si, -0.0073, -0.0213, -0.0129
Si, 0.0106, -0.036, 0.0057
Si, -0.0199, 0.0284, 0.0189
Si, -0.0473, 0.018, -0.0223
Si, -0.0079, -0.003, 0.017
Si, 0.0118, -0.0224, 0.0163
Si, -0.0238, 0.0041, 0.0054
Si, 0.0121, -0.013, -0.0019
Si, -0.0068, -0.0238, 0.0137
Si, 0.0035, 0.0133, 0.0294
Si, -0.0276, 0.0112, 0.0061
Si, 0.0973, 0.0666, -0.0014
Si, -0.0674, -0.1652, -0.0977
Si, -0.0107, 0.0225, 0.0197
Si, 0.0297, 0.0049, -0.0012
Si, 0.0432, 0.0227, 0.0271
Si, -0.0008, 0.007, -0.037
Si, 0.0012, -0.0073, -0.0044
Si, -0.0105, -0.0199, 0.0101
Si, -0.0088, -0.0094, 0.0825
Si, 0.0044, 0.0131, -0.0095
Si, 0.0143, 0.004, 0.0453
Si, -0.014, 0.0065, 0.0037
Si, -0.0082, 0.0023, -0.012
Si, 0.0039, 0.004, 0.0093
Si, 0.0056, -0.0025, -0.0019
Si, 0.0012, -0.0234, -0.0417
Si, 0.0067, -0.0222, 0.0072
Si, 0.009, -0.0103, -0.006
Si, -0.0041, 0.0124, -0.0137
Si, -0.0109, 0.0086, -0.0014
Si, -0.0014, 0.0095, -0.0154
Si, 0.0034, -0.01, -0.0025
Si, 0.0028, -0.0098, 0.0075
Si, 0.006, 0.0132, 0.0126
Si, -0.0033, 0.0102, -0.0021
Si, 0.0158, 0.0043, -0.0065
Si, -0.0057, -0.0021, -0.0091
Si, 0.0126, -0.0003, -0.0098
Si, 0.0042, 0.0078, -0.0127
Si, -0.0029, 0.003, 0.003
Si, -0.0022, -0.0094, 0.0041
Si, 0.0058, -0.0005, 0.0083
Si, 0.0059, 0.0045, 0.0162
Si, -0.0004, 0.0108, 0.0116
Si, -0.0089, 0.0081, 0.0073
Si, -0.0093, -0.0039, -0.0047
Si, 0.0068, -0.0116, 0.0002
Si, -0.006, 0.0031, 0.004
Si, 0, 0.003, 0
Si, -0.0004, -0.0035, 0.0019
Si, 0.0013, -0.0029, -0.0004
Si, 0.0033, -0.0028, -0.0075
Si, -0.0077, 0.0038, -0.0026
Si, -0.0014, -0.0032, -0.0021
Si, -0.0002, 0.005, -0.0098
Si, 0.0037, 0.0108, -0.0043
Si, -0.0072, 0.0065, -0.0042
Si, 0.005, 0.0016, -0.015
Si, 0.0115, -0.0007, -0.0058
Si, -0.006, -0.0071, -0.0084
Si, 0.0009, -0.0014, -0.0143
Si, -0.0093, 0.0022, 0.0073
Si, 0.0028, -0.0028, -0.0138
Si, -0.0071, 0.0099, 0.0122
Si, -0.0054, 0.0001, -0.0038
Si, -0.0015, 0.0084, -0.0001
Si, -0.011, -0.0061, 0.0026
Si, 0.0089, -0.0237, -0.0086
Si, 0.0057, -0.0022, -0.0023
Si, -0.0096, -0.0185, 0.0025
Si, -0.0231, -0.0044, -0.01
Si, 0.004, 0.0111, -0.0001
Si, -0.008, 0.0131, -0.0041
Si, 0.0127, -0.0012, -0.0133
Si, -0.0265, 0.0114, 0.0046
Si, 0.0079, -0.0084, 0.0006
Si, 0.0093, -0.0041, 0.0239
Si, -0.0069, 0.0069, -0.0064
Si, -0.001, -0.005, -0.0176
Si, 0.0094, -0.0014, 0.052
Si, 0.0138, -0.0003, 0.014
Si, -0.0016, 0.0014, 0.0173
Si, 0.0172, -0.0106, 0.0191
Si, 0.0143, 0.0012, 0.0774
Si, 0.0027, 0.0007, 0.0172
Si, -0.0109, 0.0098, 0.0093
Si, 0.0029, -0.0006, -0.0001
Si, -0.0054, -0.0161, -0.0307
Si, -0.0056, -0.0004, -0.0333
Si, -0.0018, 0.0305, -0.0213
Si, -0.014, 0.0121, 0.0249
Si, -0.0185, 0.0083, -0.0136
Si, -0.0214, 0.0074, -0.0094
Si, -0.0192, 0.0139, -0.0351
Si, 0.1348, 0.1258, 0.0702
Si, 0.0226, -0.0391, 0.0364
Si, -0.0122, -0.0129, -0.0487
Si, 0.0442, -0.0128, -0.0246
Si, -0.0033, 0.0018, -0.0293
Si, 0.0129, 0.0705, 0.0721
Si, -0.0115, -0.0178, 0.0051
Si, -0.0061, -0.0113, 0.0189
Si, 0.0395, -0.0181, 0.0465
Si, 0.0024, -0.0021, 0.0279
Si, 0.023, 0.0192, 0.0128
Si, 0.0089, -0.0146, 0.0573
Si, 0.1554, -0.0569, -0.3053
Si, -0.3812, -0.0031, 0.119
Si, -0.0038, -0.0089, 0.0388
Si, 0.0528, -0.1857, -0.0179
Si, -0.0521, -0.0451, 0.0037
O, 0.0239, -0.0021, -0.0481
O, -0.0121, -0.0058, -0.0056
O, -0.0101, -0.0022, -0.0144
O, 0.0038, -0.0205, -0.0489
O, 0.0102, -0.0159, -0.0256
O, -0.003, 0.0044, 0.0029
O, -0.0014, 0.0256, -0.0595
O, 0.0179, -0.0028, -0.0343
O, -0.0144, 0.0228, -0.0323
O, 0.0055, 0.0302, -0.0363
O, 0.0034, 0.0259, -0.0113
O, 0.0157, 0.0079, 0.0149
O, 0.0044, -0.0004, -0.0024
O, -0.0047, 0.0046, -0.0089
O, 0.0229, -0.0252, 0.05
O, 0.0261, -0.0054, -0.004
O, -0.0018, 0.0143, 0.0187
O, -0.0088, 0.0048, -0.0076
O, -0.0062, 0.0031, 0.0409
O, 0.0337, -0.0056, 0.0015
O, 0.0355, 0.0233, 0.0549
O, 0.0028, 0.0246, -0.0223
O, -0.0069, -0.0012, 0.0014
O, -0.0314, -0.019, -0.0147
Si, -0.003, -0.0037, -0.0174
Si, 0.0044, 0.0029, -0.0033
Si, -0.0065, 0.01, -0.0092
Si, 0.0026, -0.0157, 0.013
Si, 0.0007, 0.0199, -0.0125
Si, -0.0067, -0.001, -0.0056
Si, 0.003, 0.0036, -0.0124
Si, -0.0027, -0.0009, 0.0118
Si, 0.002, 0.0036, 0.0013
Si, -0.007, 0.0034, -0.0236
Si, 0.0017, 0.0089, 0.0094
Si, 0.0063, 0.0033, -0.0045
Si, 0.0008, 0.0015, 0
Si, -0.0301, 0.0093, -0.0105
Si, -0.0071, -0.0039, 0.0054
Si, 0.0096, 0.0144, -0.026
Si, 0.0011, 0.0023, -0.0006
Si, 0.0044, 0.0067, -0.0155
Si, 0.0142, -0.0176, -0.0057
Si, -0.0139, -0.0048, -0.0237
Si, 0.002, 0.0021, 0.0044
Si, 0.0066, 0.0015, 0.0008
Si, 0.0004, 0.0018, 0.0116
Si, 0.003, -0.0014, 0.0144
Si, 0.004, 0.0016, 0.0075
Si, 0.0127, 0.0017, 0.0035
Si, 0.0025, 0.0101, -0.0011
Si, 0.0055, -0.0025, -0.011
Si, 0.0057, 0.0005, 0.0006
Si, -0.0002, 0.0047, 0.0019
Si, -0.0072, 0.0005, -0.0084
Si, 0.0008, 0.0035, 0
Si, 0.0019, 0.0012, 0.0077
Si, -0.0208, 0.0041, -0.0015
Si, 0.0007, 0.0007, -0.0107
Si, -0.0034, -0.0008, -0.0143
Si, 0.0009, -0.0035, -0.0147
Si, 0.003, 0.0052, -0.0045
Si, -0.0054, -0.0045, -0.0098
Si, -0.0121, -0.0001, -0.0044
Si, -0.0009, -0.0088, -0.0079
Si, 0.0015, 0.0012, -0.0065
Si, 0.0031, -0.0041, 0.0019
Si, -0.0152, 0.0112, 0.0216
Si, -0.0052, 0.0003, -0.0085
Si, 0.0106, 0.0063, 0.0142
Si, 0.0082, 0.017, -0.002
Si, -0.013, -0.0029, 0.0075
O, -0.01, -0.0093, 0.014
O, 0.0015, -0.0033, 0.0048
O, 0.005, -0.0024, -0.004
O, -0.0018, -0.0027, 0.0042
O, -0.0021, -0.0036, 0.0003
O, 0.0136, -0.0073, 0.0174
O, -0.0038, 0.0029, 0.0009
O, -0.0001, 0.0014, 0.0022
O, -0.0024, -0.0011, -0.0026
O, 0.0008, -0.0006, 0.0003
O, -0.0019, 0.0073, -0.0031
O, -0.0032, 0.0067, -0.0058
O, 0.0041, 0.0024, 0.0075
O, 0.0051, 0.0008, 0.002
O, 0.0042, 0.0031, -0.01
O, 0.0013, -0.004, -0.001
O, -0.0007, 0.0012, 0.0134
O, 0.002, -0.0151, -0.0034
O, 0.0038, -0.0043, 0.006
O, 0.0022, 0.0021, 0.0027
O, 0.0096, -0.0021, -0.0038
O, -0.0063, 0.0021, 0.004
O, -0.006, -0.0056, 0.004
O, -0.0022, -0.005, 0.0018
O, 0.0082, -0.0002, 0.0017
O, -0.0061, 0.0003, 0.015
O, -0.003, 0.0044, 0.0119
O, -0.0001, -0.0026, 0.0016
O, 0.0039, 0.0025, 0.001
O, 0.0033, 0.0007, -0.0021
O, 0.0051, -0.0012, -0.0103
O, -0.0053, 0.0003, 0.0046
O, -0.0008, -0.005, -0.0129
O, 0.0029, -0.0015, 0.0141
O, 0.0095, 0.0192, 0.0177
O, 0.0021, -0.0002, 0.0072
O, -0.0065, 0.0064, 0.0046
O, -0.0006, 0.0056, 0.0092
O, -0.0043, 0.0047, 0.0071
O, 0.0025, 0.0016, 0.0016
O, -0.001, 0.0021, -0.0024
O, -0.002, 0.0004, -0.0013
O, 0.0043, 0.0028, -0.0021
O, -0.0012, -0.003, 0.0001
O, 0.0029, -0.0023, -0.0055
O, 0.0006, -0.0069, 0.0028
O, 0.0005, -0.0027, 0.0167
O, -0.0009, 0.0028, -0.0005
O, -0.0002, -0.0067, 0.0027
O, 0.0023, -0.004, 0.0025
O, -0.0097, -0.0061, 0.012
O, -0.0091, 0.0074, 0.0089
O, 0.0076, 0.0076, 0.0009
O, 0.0026, 0.0001, 0.0093
O, -0.0021, 0.0028, -0.0034
O, 0.0011, 0.0013, 0.0151
O, -0.0125, -0.018, -0.0014
O, 0.002, 0.0038, 0.009
O, 0.0051, -0.0012, 0.0091
O, 0.0058, -0.0043, 0.0032
O, 0.0178, -0.0031, 0.0058
O, 0.0061, -0.0139, -0.011
O, 0.0023, -0.0047, 0.0078
O, -0.0043, -0.0005, -0.0017
O, -0.0006, -0.0044, 0.0054
O, 0.0011, 0.0028, -0.0053
O, -0.0022, -0.001, -0.0016
O, 0.0032, -0.0022, 0.0107
O, -0.0127, 0.0071, 0.0065
O, -0.0222, 0.0251, -0.0015
O, -0.0036, 0.0004, 0.0204
O, 0.0009, -0.0064, -0.0207
O, -0.0029, -0.0019, 0.0004
O, 0.0015, 0.0037, 0.0028
O, -0.0042, -0.0074, 0.0268
O, -0.0032, -0.0094, 0.0014
O, 0.0035, 0.0048, 0.0004
O, 0.0016, -0.0036, -0.0035
O, -0.0033, 0.0012, 0.0023
O, 0.0003, 0.003, 0.0052
O, 0.0188, 0.0124, -0.0165
O, -0.0025, -0.0021, 0.0062
O, 0.0031, 0.002, -0.0015
O, 0.0011, 0.0023, 0.0026
O, 0.0039, -0.0004, -0.0105
O, 0.1907, 0.1384, -0.0658
O, -0.0194, 0.0327, 0.017
O, -0.0419, -0.044, 0.0036
O, -0.0772, 0.1806, -0.1191
O, 0.0126, 0.0117, 0.0129
O, -0.0282, -0.0096, 0.0051
O, -0.0312, -0.0189, -0.0108
O, 0.0044, -0.0092, 0.0459
O, -0.0287, 0.0248, -0.0148
O, 0.0361, -0.136, 0.055
O, -0.0085, 0.041, -0.0127
O, -0.0059, -0.0024, -0.0011
O, 0.0269, -0.0295, 0.0049
O, -0.0015, -0.0207, 0.0085
O, 0.0052, -0.0027, -0.008
O, -0.1323, -0.0618, 0.1074
O, 0.0024, 0.0017, -0.004
O, 0.0122, 0.0002, -0.0108
O, 0.064, 0.002, 0.1271
O, -0.0125, -0.0048, 0.0215
O, -0.0059, 0.0269, 0.0192
O, 0.0054, 0.0038, -0.0009
O, 0.008, -0.0001, -0.015

The program warned: the cutoff lies below the one the program advises for these potential files; the forces do not sum to zero within the program's tolerance; the exchange-correlation potential is rough where the density is thin.
